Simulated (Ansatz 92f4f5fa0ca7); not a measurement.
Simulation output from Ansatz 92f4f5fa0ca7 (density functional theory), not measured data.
Periodic cell of 444 atoms, Si256O116H72, with a vacuum gap, from a study of silicon, its oxide and their interface. The atomic structure is a simulated model.

Settings
functional: r2SCAN
potential files: Ansatz PAW
basis: plane waves
wave-function cutoff: 800 eV
density cutoff ratio: 5
exchange-correlation grid ratio: 1
k mesh: 1 x 1 x 1, Gamma-centred
self-consistency stop: 2e-11 eV per atom in the density residual
occupations: fixed
spin: none
net charge: 0
applied field: sawtooth along c, amplitude -0.015 V/angstrom in the program's sign convention, ramp centred at 0.9866 of c and 0.0267 of c wide, no dipole correction

Cell vectors (angstrom)
a	16.332	0	0
b	0	16.332	0
c	0	0	37.4068

Atoms and the computed forces on them: element, x, y, z (angstrom), force x, y, z (eV/angstrom)
Si	-0.579	0.417	23.898	-0.006	0.001	-0.017
Si	2.774	2.437	23.673	-0.005	0.004	-0.01
Si	-0.468	5.591	23.705	0.008	-0.006	-0.021
Si	2.235	8.265	23.624	0.002	-0.014	-0.02
Si	0.154	10.648	23.398	-0.009	-0.002	-0.013
Si	2.806	13.715	23.525	0.003	0.007	-0.028
Si	5.127	0.352	23.804	0.007	-0.002	-0.02
Si	7.632	2.811	23.624	-0.007	-0.012	-0.021
Si	5.336	4.937	23.471	-0.006	0.008	-0.02
Si	8.323	8.223	24.11	0.004	0.005	0
Si	6.388	10.478	23.381	0.005	0	-0.031
Si	8.832	12.931	23.834	-0.001	-0.006	-0.023
Si	11.145	-0.44	23.649	0	-0.007	-0.024
Si	14.012	2.074	23.824	0.006	-0.006	-0.031
Si	10.248	5.822	23.529	0.002	0.003	-0.032
Si	13.734	7.873	23.806	-0.002	0.012	-0.019
Si	10.631	11.265	23.891	0.001	0.005	-0.018
Si	13.453	13.815	24.023	0.006	0	-0.009
Si	1.26	1.303	25.042	-0.007	-0.004	-0.003
Si	3.949	3.973	25.055	0.003	-0.002	-0.001
Si	1.139	6.748	25.01	-0.005	0.004	0.003
Si	3.941	9.358	24.871	0.007	0.007	-0.007
Si	1.384	12.222	24.753	0.002	0.002	0.006
Si	4.14	14.926	24.996	0.001	0.01	0.003
Si	6.646	1.417	25.204	-0.01	0.001	0.003
Si	9.313	4.058	24.819	-0.007	0.005	0.007
Si	6.81	6.924	25.253	0.002	0	-0.01
Si	9.71	9.614	25.276	-0.013	-0.008	-0.007
Si	7.027	12.044	25.044	0.003	-0.003	0.006
Si	9.539	14.851	24.994	0.011	-0.001	0.008
Si	12.173	1.248	24.991	0.006	-0.007	0.004
Si	14.835	3.955	25.014	-0.002	-0.002	0.006
Si	12.081	6.678	24.938	-0.004	-0.001	0.002
Si	14.972	9.527	24.932	-0.003	-0.004	0.002
Si	12.238	12.263	25.228	-0.001	0.005	-0.002
Si	14.951	15.035	25.252	-0.003	0.004	-0.014
Si	-0.015	2.748	26.409	0.019	-0.007	0.006
Si	2.697	-0.069	26.363	-0.012	0.011	-0.003
Si	-0.08	8.18	26.396	-0.004	0.001	0.006
Si	2.632	5.453	26.324	0.012	-0.01	0.009
Si	0.08	13.548	26.31	-0.021	0.016	0.014
Si	2.715	10.883	26.222	-0.002	-0.003	0.016
Si	5.327	2.757	26.545	0.003	0	-0.009
Si	8.129	-0.054	26.312	-0.003	-0.001	0.011
Si	5.315	8.208	26.452	0.017	-0.019	-0.006
Si	8.089	5.353	26.419	-0.009	0.008	0.007
Si	5.545	13.513	26.264	0	-0.001	0
Si	8.228	10.827	26.6	-0.005	0.013	-0.003
Si	10.776	2.726	26.214	0.012	-0.003	0.017
Si	13.505	0.012	26.532	0.006	-0.011	-0.008
Si	10.973	8.09	26.474	-0.005	0.018	0.006
Si	13.45	5.337	26.338	0.01	-0.002	0.005
Si	10.863	13.633	26.541	-0.004	0	-0.014
Si	13.65	10.83	26.401	-0.003	-0.002	0.011
Si	1.338	4.098	27.758	-0.015	-0.001	0.014
Si	4.006	1.308	27.792	0.013	-0.018	0.019
Si	1.371	9.53	27.679	-0.01	-0.015	0.019
Si	4	6.78	27.75	0.006	-0.001	0.012
Si	1.37	14.917	27.738	0.001	0.005	0.007
Si	4.095	12.22	27.63	0.014	0.016	0.027
Si	6.744	4.082	27.851	-0.012	-0.009	0.005
Si	9.489	1.347	27.663	-0.015	-0.016	0.028
Si	6.754	9.496	27.82	-0.013	-0.011	0.018
Si	9.491	6.752	27.752	-0.003	-0.02	0.003
Si	6.813	14.913	27.704	-0.016	0.009	0.035
Si	9.536	12.258	27.89	0.013	-0.008	0.017
Si	12.123	4.015	27.716	-0.004	0.011	0.026
Si	14.937	1.39	27.772	-0.005	-0.013	0.022
Si	12.314	9.476	27.808	-0.012	0.001	0.017
Si	14.87	6.763	27.687	0.004	-0.002	0.021
Si	12.215	14.978	27.891	-0.005	-0.002	0.022
Si	15.021	12.229	27.716	0.001	-0.009	0.021
Si	-0.01	-0.009	29.081	0.046	-0.02	0.211
Si	2.678	2.712	29.126	-0.004	0.005	0.215
Si	-0.05	5.455	29.078	0.002	0.003	0.184
Si	2.692	8.177	29.097	-0.015	0.024	0.201
Si	0.036	10.869	29.092	-0.03	0.016	0.212
Si	2.771	13.58	29.063	-0.018	0.012	0.205
Si	5.444	-0.043	29.092	-0.009	0.031	0.188
Si	8.152	2.684	29.11	-0.01	0.024	0.21
Si	5.384	5.465	29.16	-0.002	-0.016	0.203
Si	8.129	8.113	29.124	0.01	0.003	0.227
Si	5.426	10.919	29.1	-0.016	0.024	0.222
Si	8.157	13.641	29.161	0.001	-0.006	0.221
Si	10.837	0.055	29.146	0.022	-0.02	0.205
Si	13.546	2.725	29.101	0.005	-0.004	0.222
Si	10.84	5.4	29.132	-0.006	0.016	0.209
Si	13.631	8.113	29.16	-0.001	0.013	0.22
Si	10.932	10.862	29.148	0.008	-0.018	0.197
Si	13.659	13.598	29.116	0.036	-0.01	0.219
Si	1.334	1.353	30.476	-0.053	-0.021	0.264
Si	4.045	4.06	30.496	0.034	0.069	0.272
Si	1.336	6.804	30.45	-0.172	0.115	0.179
Si	4.096	9.532	30.443	-0.176	0.035	0.27
Si	1.398	12.247	30.439	0.056	-0.087	0.192
Si	4.096	14.941	30.468	0.055	0.004	0.163
Si	6.805	1.335	30.477	-0.077	-0.12	0.093
Si	9.497	4.043	30.514	-0.009	0.033	0.112
Si	6.776	6.795	30.518	-0.044	0.005	0.347
Si	9.503	9.509	30.45	0.174	-0.033	0.318
Si	6.784	12.28	30.476	-0.049	-0.007	0.35
Si	9.501	15.015	30.51	-0.037	0.067	0.349
Si	12.225	1.386	30.51	-0.054	0.016	0.244
Si	14.933	4.072	30.435	-0.047	0.226	0.262
Si	12.235	6.764	30.484	-0.042	0.007	0.258
Si	15.017	9.497	30.478	0.036	-0.02	0.182
Si	12.295	12.252	30.474	0.053	-0.217	0.402
Si	14.982	14.997	30.482	0.043	-0.179	0.242
Si	-0.026	2.732	6.912	0.136	0.018	-0.185
Si	2.727	-0.009	6.905	-0.007	0.029	-0.218
Si	0.036	8.145	6.95	0.075	-0.106	-0.307
Si	2.689	5.44	6.936	0.138	-0.052	-0.115
Si	0.046	13.639	6.891	-0.145	0.016	-0.31
Si	2.785	10.918	6.89	0.072	-0.044	-0.416
Si	5.436	2.708	6.931	-0.066	0.042	-0.177
Si	8.17	0.032	6.987	0.083	-0.026	-0.228
Si	5.445	8.196	6.945	0.013	-0.122	-0.214
Si	8.131	5.419	6.961	0.036	0.116	-0.224
Si	5.481	13.645	6.96	0.086	-0.016	-0.252
Si	8.161	10.912	6.898	-0.017	0.112	-0.275
Si	10.883	2.722	7.001	0.041	-0.079	-0.142
Si	13.619	0.043	6.951	-0.038	0.085	-0.113
Si	10.865	8.16	6.892	0.004	0.115	-0.446
Si	13.609	5.394	6.924	0.154	-0.091	-0.351
Si	10.922	13.648	6.9	-0.095	0.001	-0.286
Si	13.659	10.9	6.904	-0.145	0.104	-0.425
Si	1.319	4.079	8.31	0.024	-0.037	-0.2
Si	4.094	1.326	8.286	-0.004	0.011	-0.211
Si	1.456	9.545	8.221	-0.004	-0.011	-0.222
Si	4.088	6.797	8.281	0.038	-0.035	-0.196
Si	1.381	14.984	8.295	-0.011	0.026	-0.226
Si	4.134	12.276	8.291	0.01	-0.004	-0.216
Si	6.763	4.072	8.336	-0.007	0	-0.212
Si	9.546	1.352	8.384	0.005	-0.011	-0.182
Si	6.813	9.579	8.293	0.007	-0.018	-0.229
Si	9.528	6.806	8.273	-0.024	-0.021	-0.216
Si	6.814	15.028	8.349	-0.003	-0.018	-0.182
Si	9.542	12.29	8.233	-0.021	0.021	-0.209
Si	12.272	4.071	8.347	-0.008	-0.009	-0.191
Si	14.999	1.4	8.332	-0.005	-0.035	-0.196
Si	12.234	9.561	8.202	-0.015	0.003	-0.23
Si	15.006	6.715	8.262	0.029	-0.027	-0.2
Si	12.247	15.02	8.295	-0.021	0.033	-0.233
Si	15.011	12.299	8.247	-0.031	0.043	-0.212
Si	0.014	-0.004	9.681	0.004	0.012	-0.024
Si	2.701	2.672	9.6	0.002	0.017	-0.016
Si	-0.001	5.411	9.768	0.003	0.009	-0.031
Si	2.764	8.182	9.625	0.007	-0.003	-0.012
Si	0.137	10.965	9.507	0.001	0.003	-0.022
Si	2.826	13.686	9.636	-0.013	-0.014	-0.02
Si	5.438	0.032	9.746	0.009	0.008	-0.028
Si	8.12	2.698	9.689	0.01	0.001	-0.027
Si	5.417	5.464	9.71	-0.015	0.011	-0.013
Si	8.207	8.221	9.612	0.018	0.015	-0.012
Si	5.474	10.938	9.689	0.001	-0.002	-0.023
Si	8.252	13.686	9.629	0.009	-0.01	-0.012
Si	10.948	0.01	9.776	-0.002	-0.002	-0.024
Si	13.672	2.757	9.744	0.012	0.017	-0.023
Si	10.884	5.455	9.648	0.01	0.01	-0.016
Si	13.595	8.13	9.437	0.003	0.016	-0.01
Si	10.905	10.949	9.595	0.003	0.005	-0.018
Si	13.624	13.668	9.613	0.004	-0.01	-0.021
Si	1.432	1.303	11.04	0.003	0.004	0
Si	3.972	4.048	10.983	0.013	-0.018	0.007
Si	1.374	6.896	11.017	-0.002	0.002	-0.003
Si	4.119	9.507	11.02	-0.009	0.005	-0.006
Si	1.507	12.302	10.932	-0.004	0.007	-0.001
Si	4.118	14.999	11.151	-0.002	0.006	-0.01
Si	6.772	1.399	11.143	-0.01	0.006	-0.005
Si	9.517	4.047	10.976	-0.01	0.005	0.003
Si	6.875	6.881	10.985	0.002	-0.012	-0.006
Si	9.573	9.603	10.979	-0.002	-0.001	-0.008
Si	6.88	12.374	10.964	0.009	0.002	-0.003
Si	9.566	14.97	11.137	-0.005	0.002	-0.006
Si	12.419	1.337	11.127	-0.012	0.005	-0.007
Si	14.969	4.076	11.242	0.001	-0.003	-0.011
Si	12.269	6.889	10.912	0.002	-0.007	0.004
Si	15.058	9.492	10.593	-0.009	0.005	0.024
Si	12.243	12.341	10.957	0.005	-0.011	-0.003
Si	14.947	14.989	11.047	0.003	-0.008	-0.009
Si	-0.033	2.444	12.454	0.007	-0.002	0
Si	2.739	-0.012	12.566	-0.011	0.005	0.008
Si	-0.067	8.321	12.203	-0.004	0.009	-0.003
Si	2.649	5.462	12.349	0.002	-0.003	-0.035
Si	0.112	13.659	12.25	-0.004	-0.007	-0.001
Si	2.753	10.875	12.349	0.004	0.003	0.001
Si	5.295	2.742	12.439	-0.02	-0.004	-0.018
Si	8.115	-0.002	12.499	0.009	0	0.006
Si	5.673	8.348	12.374	0	0	0.002
Si	8.332	5.586	12.29	0.009	0	0.006
Si	5.561	13.657	12.446	-0.006	-0.016	-0.001
Si	8.298	11.073	12.28	-0.005	-0.002	0.006
Si	10.868	2.634	12.29	-0.002	-0.011	-0.004
Si	15.623	0.683	13.916	0.007	-0.012	-0.031
Si	11.013	8.333	12.323	0.004	-0.006	-0.006
Si	13.614	5.704	12.434	-0.001	0.004	-0.008
Si	11.01	13.63	12.54	-0.004	-0.002	0.002
Si	13.78	10.881	11.867	0.015	-0.005	0.006
Si	1.26	3.469	14.054	0.008	-0.005	-0.026
Si	3.844	1.642	13.912	-0.001	0.001	-0.057
Si	0.776	10.106	13.411	-0.013	0.013	-0.019
Si	4.831	7	14.026	0.005	-0.007	-0.036
Si	1.035	15.211	13.761	-0.007	0.01	-0.019
Si	4.443	11.97	13.573	-0.004	0.001	-0.025
Si	6.999	4.896	14.066	-0.005	-0.005	-0.033
Si	9.789	1.115	13.656	-0.007	-0.007	-0.04
Si	6.835	9.95	13.623	-0.001	0.009	-0.041
Si	9.987	6.64	13.552	0.014	-0.011	-0.03
Si	7.092	14.769	13.938	0.01	-0.003	-0.05
Si	9.374	12.508	13.782	0	0.007	-0.042
Si	11.826	5.108	13.837	-0.013	0.003	-0.027
Si	13.724	-0.05	12.661	0.003	0	-0.003
Si	12.835	9.392	13.341	0.014	-0.015	-0.024
Si	14.468	7.611	13.514	-0.01	0.012	-0.023
Si	12.045	15.238	13.957	-0.011	0.004	-0.034
Si	15.407	11.847	13.202	0.01	-0.016	-0.01
Si	-9.233	-1.657	17.039	-0.001	-0.005	-0.063
Si	42.635	-24.493	19.802	-0.002	0.006	-0.064
Si	-3.389	10.666	19.012	0.007	-0.001	-0.062
Si	13.309	18.133	20.73	-0.002	0.004	-0.06
Si	21.099	23.506	18.789	0.007	0.011	-0.063
Si	-3.427	13.509	19.557	-0.011	-0.001	-0.062
Si	8.625	0.125	19.248	-0.009	0.002	-0.063
Si	-33.775	-3.542	21.583	-0.016	0.015	-0.058
Si	2.453	-3.136	15.708	-0.006	-0.001	-0.057
Si	0.795	-1.107	21.764	0.003	0.003	-0.053
Si	-5.051	15.795	20.666	0.001	-0.01	-0.06
Si	12.724	20.54	19.302	0.004	0.003	-0.053
Si	7.241	-3.826	21.315	0.002	0	-0.065
Si	10.273	5.368	20.418	-0.001	-0.004	-0.047
Si	11.942	-6.89	21.686	-0.001	-0.007	-0.067
Si	20.452	-2.221	18.193	-0.001	-0.01	-0.066
Si	21.955	-12.06	18.186	0.003	0	-0.048
Si	-4.911	25.069	17.158	0.003	-0.002	-0.063
Si	37.493	-14.388	19.451	0.001	0.005	-0.064
Si	-7.874	27.188	18.956	0.005	-0.006	-0.061
Si	-14.859	10.389	16.247	-0.005	0.001	-0.055
Si	5.537	2.022	16.514	-0.003	-0.008	-0.072
Si	3.391	6.225	21.431	0.01	0.004	-0.054
Si	15.451	3.128	19.319	-0.005	0.002	-0.066
Si	-6.857	12.638	16.787	0.005	-0.002	-0.06
Si	8.616	-13.05	18.715	-0.006	0	-0.062
Si	-9.664	8.984	17.665	0.002	-0.007	-0.05
Si	15.593	2.78	16.158	0.006	-0.01	-0.064
Si	-2.257	23.688	16.543	0.009	-0.001	-0.053
Si	-2.727	-21.309	15.448	0.006	0.001	-0.059
Si	-17.387	9.838	17.544	0.008	-0.006	-0.055
Si	-19.453	4.581	16.492	-0.001	0.012	-0.06
Si	20.331	25.011	16.464	-0.008	0.005	-0.05
Si	-7.548	8.435	15.72	-0.001	-0.011	-0.05
Si	6.966	-15.525	21.505	-0.002	-0.005	-0.06
Si	8.391	35.532	15.883	0.007	-0.001	-0.064
Si	3.064	16.103	20.01	0.009	0.005	-0.058
Si	4.487	-2.577	21.016	0.002	0.006	-0.067
Si	-4.073	13.818	16.748	-0.001	-0.002	-0.063
Si	17.537	4.136	21.438	-0.005	-0.004	-0.048
O	-8.945	9.198	23.165	-0.005	0.002	0.01
O	12.527	-8.487	16.385	-0.008	0.005	0.024
O	-4.447	14.293	20.531	-0.007	0.011	0.018
O	4.069	15.329	21.03	0.002	-0.006	0.033
O	7.81	16.099	20.604	-0.008	0.003	0.028
O	8.027	13.351	16.939	-0.004	0.003	0.02
O	-5.673	-2.607	17.017	-0.001	0.001	0.019
O	6.025	8.188	18.915	-0.006	-0.007	0.03
O	-8.4	15.738	17.962	0.012	0.013	0.035
O	5.654	14.328	17.706	-0.013	-0.001	0.025
O	3.948	17.694	23.223	0.001	-0.001	0.016
O	-19.871	12.332	16.413	-0.007	0.011	0.028
O	6.076	6.125	14.65	-0.002	0.002	0.016
O	10.604	-0.199	22.113	-0.002	0.005	0.051
O	9.19	7.082	14.938	-0.011	0.018	0.033
O	-10.372	1.627	20.544	0.015	-0.011	0.039
O	4.863	10.009	23.66	-0.012	-0.005	0.022
O	7.116	18.231	16.175	-0.008	-0.002	0.019
O	4.066	13.194	19.546	0.004	-0.001	0.044
O	5.521	9.204	16.552	0.009	-0.001	0.021
O	1.645	14.482	15.129	0.012	-0.013	0.027
O	16.462	-18.859	21.411	0	-0.002	0.016
O	12.538	-1.563	15.459	0.002	-0.01	0.034
O	9.512	-12.242	19.782	0.01	0.012	0.024
O	9.215	7.087	23.308	0.005	-0.01	0.012
O	6.118	16.267	22.572	-0.01	-0.002	0.028
O	15.523	1.296	15.469	-0.006	0.018	0.029
O	2.849	7.409	22.384	-0.009	0.018	0.035
O	15.814	19.143	17.765	-0.002	0.005	0.059
O	20.021	13.073	22.268	-0.017	-0.004	0.04
O	-0.465	27.656	21.997	0.013	-0.014	0.036
O	-6.979	2.023	14.927	-0.011	0.016	0.039
O	-12.224	-9.378	20.209	-0.019	-0.011	0.045
O	-1.98	4.344	19.479	0.002	-0.003	0.017
O	22.422	-2.721	21.082	0.004	-0.004	0.019
O	-23.444	3.273	17.213	0.002	0.003	0.042
O	5.973	22.671	23.952	0.002	0.002	0.01
O	9.374	6.682	20.057	0.002	-0.011	0.018
O	3.865	5.962	13.285	0.008	0.006	0.019
O	-1.838	12.318	14.499	-0.014	0.004	0.028
O	-7.794	18.063	19.135	0	-0.011	0.019
O	-5.093	10.681	22.463	-0.012	0.012	0.037
O	1.409	11.972	15.899	0.001	-0.003	0.016
O	0.452	3.451	20.177	0.018	0.009	0.04
O	-8.396	18.191	22.31	0.008	0.017	0.041
O	-2.01	-3.24	20.257	0.021	-0.004	0.039
O	19.338	-6.388	16.458	0.008	-0.005	0.017
O	-3.898	3.923	17.736	-0.004	-0.006	0.046
O	7.829	9.38	14.808	0.013	-0.014	0.03
O	5.249	17.676	17.975	-0.007	-0.001	0.046
O	12.608	16.709	20.543	-0.001	0.002	0.015
O	5.332	5.827	18.126	-0.003	0.003	0.021
O	5.263	19.95	16.733	0.001	0.009	0.026
O	3.669	-8.536	17.776	0.005	-0.013	0.034
O	16.043	-0.051	22.33	-0.001	0.003	0.021
O	12.771	-6.424	20.403	-0.009	-0.013	0.045
O	17.893	4.945	13.46	-0.007	-0.005	0.001
O	10.863	0.011	14.227	0.007	-0.006	0.021
O	26.022	11.977	15.307	0	0.001	0.044
O	12.582	-5.987	14.686	-0.005	0.013	0.028
O	14.888	8.264	17.61	0.002	0.006	0.024
O	16.428	21.189	22.368	-0.011	0.012	0.031
O	12.145	21.46	15.428	0.017	-0.009	0.039
O	9.537	-21.185	17.923	-0.008	-0.012	0.032
O	3.159	-19.226	17.118	0.018	0.011	0.042
O	17.254	-6.755	14.966	0.009	-0.002	0.033
O	5.602	10.933	14.163	-0.002	0	0.007
O	10.194	9.113	16.168	0.011	0.001	0.021
O	3.921	7.764	15.136	-0.007	0.014	0.033
O	7.916	4.278	15.246	0.006	-0.013	0.029
O	19.713	-0.819	18.541	-0.007	0.01	0.032
O	-4.096	12.093	19.196	0.001	0.004	0.018
O	18.524	5.289	20.892	-0.002	-0.001	0.029
O	31.029	-5.917	16.159	0.006	-0.009	0.031
O	23.118	-1.135	15.508	-0.001	-0.003	0.043
O	7.149	3.962	18.624	0.005	-0.001	0.021
O	8.031	-20.661	20.004	-0.013	0.015	0.044
O	6.464	11.242	21.959	-0.004	-0.011	0.035
O	-9.194	10.447	18.126	0.007	0.009	0.025
O	-4.052	19.23	20.134	0.003	-0.013	0.02
O	1.864	14.931	22.944	0.011	-0.012	0.024
O	-5.511	8.422	21.154	0.011	0.006	0.028
O	14.795	6.749	23.22	0.002	-0.005	0.013
O	-3.338	8.65	22.592	0.013	-0.014	0.035
O	2.049	3.065	22.336	0.009	-0.007	0.028
O	0.549	10.054	17.537	-0.009	-0.002	0.023
O	1.229	25.776	23.02	0.002	0.001	0.017
O	1.538	-0.473	20.476	-0.014	-0.007	0.02
O	-2.087	-3.243	22.818	-0.008	0.003	0.025
O	10.844	-8.355	18.457	-0.012	-0.005	0.04
O	-12.916	1.34	19.953	-0.005	-0.005	0.012
O	6.537	20.243	23.083	0.008	-0.005	0.012
O	3.678	12.776	14.756	-0.012	0.009	0.038
O	-5.85	5.227	22.024	-0.001	0.003	0.069
O	12.38	-17.807	23.379	-0.007	0.005	0.007
O	2.651	19.01	14.342	-0.006	0.004	0.016
O	10.175	16.021	19.496	0.012	-0.002	0.027
O	12.208	10.01	17.74	0.004	0.009	0.032
O	11.547	3.548	13.479	0.006	0.011	0.013
O	-1.627	-14.525	19.904	-0.01	-0.007	0.031
O	-19.054	2.247	22.247	0.003	0.006	0.054
O	-2.142	-12.825	15.795	-0.003	0.002	0.017
O	0.479	19.935	15.473	-0.011	-0.001	0.028
O	-1.521	7.39	15.107	0.002	-0.006	0.042
O	25.35	9.48	19.634	0.004	-0.006	0.024
O	-2.257	-10.5	17.061	-0.001	-0.006	0.02
O	4.646	1.352	15.332	0.016	0.002	0.044
O	11.794	5.436	19.804	-0.012	0.004	0.031
O	4.461	5.261	22.154	0.01	-0.01	0.025
O	21.003	3.547	19.289	-0.006	-0.006	0.025
O	8.36	-3.166	22.275	0.009	0.005	0.038
O	6.058	-12.643	13.541	0.014	0.015	0.026
O	8.279	13.675	14.074	-0.005	0.002	0.015
O	-1.785	10.656	18.731	-0.014	0.008	0.031
O	7.909	8.131	17.054	-0.011	0.004	0.03
O	13.019	14.3	18.118	0.006	-0.001	0.044
H	0.518	2.18	31.408	0.215	-0.36	-0.223
H	2.165	0.541	31.408	-0.242	0.228	-0.264
H	4.878	3.25	31.429	-0.261	0.243	-0.257
H	3.23	4.889	31.429	0.233	-0.342	-0.213
H	2.155	5.979	31.382	-0.253	0.239	-0.323
H	0.527	7.639	31.382	0.349	-0.42	-0.211
H	4.922	8.714	31.376	-0.284	0.297	-0.305
H	3.298	10.376	31.376	0.241	-0.378	-0.209
H	2.237	11.443	31.372	-0.347	0.285	-0.213
H	0.588	13.08	31.372	0.241	-0.206	-0.293
H	3.279	15.766	31.4	0.184	-0.247	-0.3
H	4.945	14.147	31.4	-0.42	0.319	-0.228
H	7.646	0.532	31.41	-0.422	0.304	-0.244
H	5.985	2.158	31.41	0.217	-0.245	-0.294
H	8.678	4.868	31.447	0.195	-0.31	-0.275
H	10.338	3.241	31.447	-0.356	0.299	-0.252
H	5.976	7.638	31.451	0.342	-0.288	-0.209
H	7.591	5.967	31.451	-0.305	0.207	-0.269
H	8.7	10.349	31.383	0.215	-0.279	-0.272
H	10.328	8.691	31.383	-0.32	0.221	-0.217
H	5.982	13.12	31.409	0.321	-0.422	-0.211
H	7.609	11.461	31.409	-0.274	0.196	-0.259
H	8.685	15.842	31.442	0.361	-0.407	-0.184
H	10.339	14.209	31.442	-0.178	0.19	-0.282
H	11.402	2.206	31.442	0.386	-0.291	-0.232
H	13.062	0.579	31.442	-0.3	0.191	-0.277
H	15.765	3.26	31.367	-0.298	0.218	-0.299
H	14.111	4.893	31.367	0.37	-0.306	-0.214
H	13.058	5.943	31.417	-0.371	0.284	-0.215
H	11.421	7.593	31.417	0.217	-0.28	-0.247
H	15.838	8.675	31.41	-0.318	0.434	-0.208
H	14.209	10.332	31.41	0.211	-0.254	-0.278
H	13.121	11.434	31.407	-0.275	0.294	-0.189
H	11.48	13.08	31.407	0.209	-0.183	-0.284
H	14.165	15.823	31.414	0.232	-0.275	-0.293
H	15.815	14.186	31.414	-0.235	0.269	-0.218
H	-0.858	3.544	5.979	0.341	-0.355	0.258
H	0.79	1.904	5.979	-0.198	0.27	0.28
H	1.896	0.804	5.973	0.3	-0.187	0.276
H	3.545	-0.834	5.973	-0.332	0.25	0.24
H	-0.785	8.967	6.017	0.191	-0.305	0.287
H	0.845	7.31	6.017	-0.316	0.418	0.185
H	3.504	4.611	6.004	-0.289	0.21	0.264
H	1.871	6.265	6.004	0.348	-0.339	0.253
H	-0.787	14.45	5.959	0.343	-0.153	0.224
H	0.855	12.805	5.959	-0.259	0.28	0.274
H	3.584	10.073	5.958	-0.189	0.492	0.185
H	1.946	11.722	5.958	0.285	-0.229	0.281
H	6.257	1.885	5.999	-0.264	0.351	0.246
H	4.603	3.518	5.999	0.249	-0.256	0.272
H	7.329	0.834	6.055	0.432	-0.18	0.266
H	8.986	-0.795	6.055	-0.297	0.214	0.281
H	4.619	9.014	6.013	0.316	-0.336	0.271
H	6.246	7.353	6.013	-0.196	0.332	0.239
H	7.316	6.247	6.029	0.233	-0.307	0.256
H	8.95	4.594	6.029	-0.305	0.255	0.243
H	4.632	14.439	6.027	0.323	-0.231	0.278
H	6.283	12.804	6.027	-0.196	0.413	0.258
H	8.964	10.072	5.966	-0.243	0.273	0.282
H	7.337	11.731	5.966	0.309	-0.314	0.211
H	11.706	1.902	6.068	-0.337	0.267	0.258
H	10.041	3.524	6.068	0.304	-0.228	0.295
H	14.436	-0.783	6.019	-0.211	0.241	0.304
H	12.782	0.849	6.019	0.385	-0.237	0.208
H	11.679	7.33	5.96	-0.195	0.276	0.249
H	10.039	8.977	5.96	0.219	-0.356	0.219
H	12.786	6.214	5.992	0.223	-0.197	0.316
H	14.432	4.573	5.992	-0.478	0.271	0.194
H	10.085	14.454	5.968	0.312	-0.227	0.209
H	11.737	12.82	5.968	-0.183	0.301	0.273
H	14.467	10.065	5.972	-0.227	0.303	0.252
H	12.833	11.718	5.972	0.313	-0.209	0.207

Results
free energy: -231033.811 eV
free energy less fixed offsets of H -15.71, O -570.45, Si -639.56 eV per atom: -3.131 eV

The program warned: the cutoff lies below the one the program advises for these potential files; the forces do not sum to zero within the program's tolerance; empty levels may hold ghost states of the PAW files; the exchange-correlation potential is rough where the density is thin.
